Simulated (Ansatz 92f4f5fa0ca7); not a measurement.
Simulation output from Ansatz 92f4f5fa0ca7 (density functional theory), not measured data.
Periodic cell of 256 atoms, Si144O112, from a study of silicon, its oxide and their interface. The atomic structure is a simulated model.
Doubt: the cutoff is far below the 930 eV that the study's wrapper takes by default for these files, so forces and energies are approximate.
This geometry differs little from another in the collection (a relaxation step or a small displacement).

Settings
functional: PBE
potential files: Ansatz PAW
basis: plane waves
wave-function cutoff: 580 eV
density cutoff ratio: 5
exchange-correlation grid ratio: 1
k mesh: 1 x 1 x 1, Gamma-centred
self-consistency stop: 5e-08 eV per atom in the density residual
occupations: fixed
spin: none
net charge: 0

Cell vectors (angstrom)
a, 10.938, 0, 0
b, 0, 10.938, 0
c, -2.638, -4.898, 36.5084

Atoms and the computed forces on them: element, x, y, z (angstrom), force x, y, z (eV/angstrom)
Si, -1.4523, -5.6325, 28.6186, 0.0361, -0.0247, 0.1164
Si, 1.4818, -3.5797, 29.0783, -0.1307, -0.0484, -0.079
Si, -1.9037, -0.4422, 28.9043, -0.0262, 0.0847, -0.2445
Si, 2.0374, -9.6642, 28.9672, -0.0103, -0.0409, -0.0629
Si, -6.1773, -6.7496, 28.9122, -0.0468, -0.0442, 0.0703
Si, -3.8352, -3.5458, 29.0547, 0.0407, 0.0947, -0.1087
Si, 3.681, -0.518, 29.2562, 0.085, 0.0395, -0.2404
Si, -4.1179, -9.1399, 29.3203, 0.0402, 0.0132, -0.0996
Si, 0.0874, -4.9483, 30.328, 0.0026, -0.0144, -0.0241
Si, 2.7497, -2.2187, 30.4919, 0.0605, 0.0008, 0.018
Si, 0.0391, -10.4091, 30.1014, 0.0501, 0.016, 0.039
Si, 2.9165, -7.7554, 30.1639, -0.0004, -0.0109, 0.0097
Si, -5.3095, -4.9713, 30.2809, 0.0096, -0.0342, -0.0187
Si, -2.6683, -2.0822, 30.4386, -0.0004, -0.055, 0.077
Si, 5.4116, 0.44, 30.5088, -0.0618, -0.0811, 0.0036
Si, -2.7009, -7.7577, 30.4988, 0.012, 0.0445, -0.0489
Si, -1.2425, -3.5129, 31.7201, 0.004, -0.0498, -0.0879
Si, 1.3559, -0.775, 31.7056, -0.0143, 0.0002, 0.0055
Si, -1.1805, -9.0539, 31.6966, 0.0175, 0.0155, -0.0018
Si, 1.5029, -6.3579, 31.6277, -0.0281, 0.0122, -0.0382
Si, 4.2369, -3.5917, 31.699, -0.0418, 0.0158, 0.0148
Si, 6.8965, -0.8107, 31.8054, 0.0347, 0.0623, -0.0279
Si, 4.1705, 1.9582, 31.7679, 0.018, 0.0423, -0.0573
Si, -3.9858, -6.2492, 31.7574, 0.0107, -0.0013, 0.0184
Si, -2.638, -4.898, 33.0902, 0.2167, 0.3411, 0.1252
Si, 0.0965, -2.1635, 33.0902, -0.127, 0.0457, 0.3304
Si, -2.638, -10.367, 33.0902, 0.1873, 0.08, -0.019
Si, 0.0965, -7.6325, 33.0902, 0.4234, -0.2458, -0.1742
Si, 2.831, -4.898, 33.0902, -0.0495, -0.3949, -0.4783
Si, 5.5655, -2.1635, 33.0902, -0.2209, -0.5481, 0.3815
Si, 2.831, 0.571, 33.0902, -0.551, 0.0241, -0.0328
Si, 5.5655, -7.6325, 33.0902, -0.0004, 0.1194, 0.2118
Si, 1.3673, -1.3673, 3.418, -0.0922, 0.0416, 0.2214
Si, 4.1018, 1.3673, 3.418, 0.0711, 0.0795, 0.1061
Si, 1.3673, 4.1018, 3.418, -0.111, 0.0058, -0.2222
Si, 4.1018, -4.1018, 3.418, 0.3159, 0.166, -0.4783
Si, 6.8362, -1.3673, 3.418, -0.0055, -0.0075, -0.3045
Si, -1.3673, 1.3673, 3.418, 0.1875, 0.0903, -0.1626
Si, 6.8362, 4.1018, 3.418, 0.208, 0.2719, 0.4373
Si, -1.3673, -4.1018, 3.418, -0.5249, -0.2657, -0.1885
Si, 2.7542, -0.0012, 4.7964, 0.0161, 0.0252, 0.0467
Si, 5.4805, 2.7522, 4.8039, 0.0332, 0.0543, 0.0229
Si, 2.7558, 5.4893, 4.7154, -0.0542, 0.0461, 0.071
Si, 5.5026, -2.753, 4.762, 0.0118, -0.0635, 0.0367
Si, -2.7396, 0.0111, 4.7431, 0.0452, 0.0476, 0.0208
Si, 0.0061, 2.7474, 4.7895, -0.039, -0.0089, 0.062
Si, 8.2176, 5.4976, 4.8915, -0.0499, 0.0378, 0.0026
Si, -0.1082, -2.7031, 4.7404, -0.0107, 0.0327, 0.0825
Si, 1.4556, 1.4325, 6.1489, 0.0334, 0.0398, -0.0053
Si, 4.1727, 4.2348, 6.1106, -0.0338, 0.007, 0.0111
Si, 1.2139, -4.173, 5.9542, 0.2139, -0.0297, 0.1002
Si, 4.2468, -1.2956, 6.0993, -0.03, 0.03, -0.008
Si, -4.0422, 1.3958, 6.1355, -0.0027, -0.0246, 0.0239
Si, -1.3636, 4.0605, 6.2633, -0.0092, -0.101, -0.0363
Si, 6.9018, -3.941, 6.284, 0.0666, 0.0924, -0.0047
Si, -1.4286, -1.3186, 6.1886, -0.0206, -0.0453, -0.0374
Si, -0.1377, 0.238, 7.3768, -0.1013, 0.0335, 0.1453
Si, 2.7035, 3.0222, 7.4498, 0.057, 0.0231, -0.0256
Si, 0.3737, -5.7923, 7.406, 0.1647, 0.0847, 0.0983
Si, 3.2167, -2.6296, 7.7063, -0.017, -0.076, -0.0168
Si, 5.9036, -0.2979, 7.3748, 0.06, 0.0464, 0.1617
Si, -2.4589, 2.4019, 7.558, 0.0381, -0.0593, -0.0379
Si, 5.2434, 5.862, 7.4875, -0.0472, 0.0647, -0.0025
Si, -3.2437, -2.012, 7.5888, -0.0859, -0.0551, 0.0494
Si, -1.2708, -6.2653, 34.4574, 0.0101, 0.0837, -0.0678
Si, 1.4637, -3.5308, 34.4574, -0.0486, 0.0315, -0.0725
Si, -1.2708, -11.7343, 34.4574, -0.0998, -0.1162, 0.0632
Si, 1.4637, -8.9998, 34.4574, -0.0349, 0.0133, 0.0668
Si, 4.1982, -6.2653, 34.4574, -0.0164, -0.0295, 0.0492
Si, 6.9327, -3.5308, 34.4574, -0.0018, 0.0007, 0.0455
Si, 4.1982, -0.7963, 34.4574, -0.126, -0.1472, -0.0532
Si, 6.9327, 1.9382, 34.4574, 0.0797, 0.0921, -0.0248
Si, 0.0965, -4.898, 35.8247, 0.0243, -0.0277, -0.0275
Si, 2.831, -2.1635, 35.8247, 0.0317, 0.0038, -0.0094
Si, 0.0965, -10.367, 35.8247, 0.0273, 0.0445, -0.0189
Si, 2.831, -7.6325, 35.8247, -0.0111, -0.0921, 0.0018
Si, 5.5655, -4.898, 35.8247, 0.0433, 0.0237, -0.007
Si, -2.638, -2.1635, 35.8247, -0.0138, 0.034, -0.0011
Si, 5.5655, 0.571, 35.8247, 0.0232, 0.014, -0.0354
Si, -2.638, -7.6325, 35.8247, -0.0067, -0.008, -0.0199
Si, 1.3673, 1.3673, 0.6835, -0.0185, -0.0001, 0.0028
Si, 4.1018, 4.1018, 0.6835, -0.0226, -0.0231, 0.0107
Si, 1.3673, -4.1018, 0.6835, -0.0089, -0.0186, 0.0199
Si, 4.1018, -1.3673, 0.6835, -0.0283, 0.0512, 0.0157
Si, 6.8362, 1.3673, 0.6835, -0.0275, 0.001, 0.0266
Si, -1.3673, 4.1018, 0.6835, 0.0055, -0.0367, 0.0065
Si, 6.8362, -4.1018, 0.6835, -0.0069, 0.0535, -0.0106
Si, 9.5708, -1.3673, 0.6835, 0.0095, -0.034, 0.0276
Si, 0, 0, 2.0507, 0.0599, 0.0972, -0.0046
Si, 2.7345, 2.7345, 2.0507, -0.0113, -0.0108, 0.0104
Si, 0, -5.469, 2.0507, 0.0133, 0.0121, 0.0166
Si, 2.7345, -2.7345, 2.0507, 0.0396, -0.027, 0.0014
Si, 5.469, 0, 2.0507, 0.0297, 0.0049, 0.0112
Si, 8.2035, 2.7345, 2.0507, 0.1205, 0.0858, 0.0255
Si, 5.469, 5.469, 2.0507, 0.0091, 0.0721, -0.0331
Si, 8.2035, -2.7345, 2.0507, -0.0625, -0.1241, -0.0474
Si, -0.0374, 1.0153, 20.5574, 0.0158, -0.0016, 0.035
Si, 4.1473, 1.2097, 9.5798, 0.0372, -0.0179, -0.0221
Si, 2.0121, 4.5587, 17.3859, 0.005, 0.0082, -0.0278
Si, 3.5981, -1.8974, 23.4238, 0.0051, 0.0132, 0.0155
Si, 7.2415, 1.5013, 17.4847, 0.0058, -0.0018, -0.04
Si, 0.7632, -1.3918, 19.3234, 0.0048, 0.0047, 0.0284
Si, 3.5598, -4.743, 26.8502, -0.02, 0.0044, -0.0252
Si, 4.9554, -1.7675, 13.6867, 0.0029, 0.0031, -0.0555
Si, 0.9806, 5.3434, 12.7198, 0.0081, 0.0154, 0.0009
Si, 5.6702, 0.9532, 12.2456, 0.0128, -0.0221, 0.016
Si, -0.8614, -5.1505, 25.6699, 0.0161, 0.0045, -0.0395
Si, -2.2029, 1.3302, 12.2628, 0, -0.0199, -0.0079
Si, 0.9036, 0.3019, 14.9307, -0.0185, -0.0063, -0.0717
Si, 1.8154, -0.8154, 9.6661, -0.05, 0.0047, 0.0163
Si, 5.4097, -4.1565, 22.3744, -0.0143, -0.0112, 0.0461
Si, -3.0624, -5.8238, 23.4943, -0.0047, 0.0063, 0.016
Si, 1.9374, -6.3456, 24.7074, -0.019, -0.0337, -0.0251
Si, 6.0048, 5.6367, 10.4866, 0.0023, 0.0244, 0.0342
Si, -3.036, -8.9265, 20.5061, -0.0091, 0.0103, 0.0395
Si, 1.3491, -2.2611, 16.4704, -0.0089, 0.0037, -0.0514
Si, 5.5228, 5.3169, 15.1658, -0.0032, 0.0051, -0.059
Si, 7.5652, 4.5563, 16.9811, 0.0024, 0.0068, -0.0272
Si, 0.976, -1.3946, 22.0372, 0.0111, 0.0027, 0.0513
Si, -2.107, 0.5152, 15.0233, 0.017, -0.0123, -0.0623
Si, 8.2018, -2.9526, 10.6303, -0.0065, 0.0199, -0.0234
Si, -0.8554, -5.5181, 18.2079, -0.0171, -0.0038, 0.0001
Si, 3.7162, -6.8335, 22.1839, -0.0027, 0.0216, 0.0525
Si, -0.6155, -5.0658, 10.1606, -0.0162, 0.0177, 0.0297
Si, -3.1397, -4.0894, 18.8494, 0.0035, -0.0102, 0.0023
Si, 7.8533, -2.1177, 13.5851, 0.0049, 0.0064, -0.0248
Si, 2.4732, -8.3546, 19.7203, -0.0015, 0.0035, 0.0351
Si, 4.4464, 2.5344, 14.5482, 0.0037, -0.0098, -0.069
Si, -0.4798, -3.2096, 14.1227, -0.0055, -0.003, -0.0486
Si, 3.866, -4.0353, 17.2717, -0.001, -0.0043, -0.0225
Si, -4.7186, -8.5333, 23.0895, -0.0167, 0.0045, 0.0406
Si, 4.0352, -4.4962, 12.6971, -0.0013, 0.0097, -0.0171
Si, 0.2756, -0.6642, 12.3195, -0.0046, -0.0035, -0.0236
Si, 5.1974, -2.0481, 26.9567, -0.0715, 0.0618, 0.027
Si, 4.6699, 0.0446, 16.289, 0.0112, -0.0038, -0.0572
Si, 5.5082, -2.5307, 19.5859, -0.0005, -0.0065, 0.0214
Si, 1.2482, -1.0453, 24.8059, 0.0236, -0.0023, 0.0192
Si, 1.6914, 3.2102, 14.5736, 0.0078, -0.0022, -0.0528
Si, 2.371, -9.3794, 25.7612, -0.0095, -0.001, 0.002
Si, -2.1791, -6.016, 20.7202, -0.0065, -0.0054, 0.0394
Si, 8.111, 3.6291, 10.3593, 0.0016, 0.0005, 0.0479
Si, 5.0734, 0.2046, 24.8165, -0.0403, 0.0097, -0.0316
Si, 3.6724, -0.249, 19.142, -0.0081, -0.0054, 0.0086
Si, -0.4954, -2.2784, 26.9745, 0.0469, 0.0115, 0.0213
O, 5.7833, 5.2572, 8.9148, -0.0078, -0.0043, 0.0008
O, -2.1025, -3.1995, 14.3083, 0.0084, 0.0017, 0.0181
O, 5.1509, 5.7099, 13.6408, 0.0022, -0.0006, 0.0186
O, -2.2503, -5.468, 24.8617, -0.0002, -0.0009, 0.0228
O, -2.6666, -4.5293, 28.3872, -0.0204, -0.0228, 0.0154
O, 0.5953, -0.531, 8.6305, 0.0104, 0.0692, -0.0678
O, 2.5678, -1.7971, 22.1565, -0.0211, 0.0044, -0.0188
O, 3.9008, -2.8903, 13.0984, 0.0083, -0.0088, 0.0174
O, -3.0241, -10.178, 28.5157, -0.0659, 0.0134, 0.1378
O, -2.4611, 1.1064, 16.4906, -0.0074, 0, 0.0296
O, 4.0418, 1.3588, 15.5901, -0.0044, 0.0002, 0.0385
O, 4.1254, -1.1294, 27.773, 0.0212, -0.0052, 0.2026
O, 0.2706, -2.7436, 28.3314, -0.0044, 0.0374, -0.0286
O, 1.5174, 4.0617, 7.9792, -0.0901, 0.0352, -0.0363
O, -1.2715, 1.3104, 7.9679, 0.0609, -0.037, 0.0072
O, 5.5789, 2.0012, 13.5059, -0.0016, 0.0079, 0.0246
O, 4.4924, -0.5302, 23.4656, 0.004, 0.0066, 0.0127
O, -2.0167, 2.6991, 11.4176, 0, 0.0097, -0.0131
O, 3.9414, 1.0992, 25.6113, 0.0211, 0.0051, -0.0051
O, -0.8521, -3.5277, 25.9784, -0.0103, -0.0108, 0.0146
O, 6.9137, 3.0858, 17.2667, 0.0001, -0.0043, 0.0197
O, -0.125, -0.0097, 19.2683, 0.0023, -0.0091, -0.0097
O, -1.914, -5.9813, 22.3215, 0.0024, -0.0019, -0.0226
O, 3.2497, -5.4317, 17.8122, -0.0121, -0.0036, 0.008
O, 0.6092, -2.1781, 17.9285, -0.002, -0.0004, 0.0183
O, 7.2476, 0.7577, 11.8778, 0.0003, 0.0028, -0.0068
O, 6.0853, 0.4799, 16.9712, -0.0035, 0.0022, 0.0218
O, -0.1708, -2.0047, 13.0957, 0.002, 0.0142, 0.0086
O, 2.8163, -2.002, 9.1668, -0.0199, -0.0078, -0.0177
O, 0.3518, -1.6166, 23.5414, 0.0128, 0.0011, -0.0199
O, 0.6643, 0.1948, 21.7842, -0.0087, 0.0031, -0.0325
O, 5.212, 0.2349, 8.808, 0.0133, -0.0124, -0.1474
O, 12.7468, -3.044, 7.0201, -0.0897, -0.0705, -0.0894
O, -6.8157, -3.9597, 7.9663, -0.0125, -0.0239, 0.012
O, -3.427, -9.6619, 19.0888, -0.0025, -0.0033, -0.0111
O, -0.6357, -0.1243, 15.2055, -0.0129, 0.0164, 0.0398
O, -1.7058, -1.2962, 27.4773, 0.0226, -0.019, 0.0583
O, -3.929, -2.6637, 18.896, -0.0008, -0.0002, -0.001
O, 6.1944, 1.2687, 24.2749, 0.0099, 0.0065, 0.0048
O, 3.6977, 2.5097, 8.6833, 0.0018, -0.0117, -0.0015
O, -0.0423, -4.6201, 13.4972, 0.002, -0.0096, 0.0228
O, 4.4862, -3.2749, 18.5611, -0.0017, 0, -0.0009
O, 1.0874, 1.8744, 15.2938, -0.0018, 0.0054, 0.0292
O, 2.0669, -7.833, 25.3587, 0.0117, 0.0058, 0.0163
O, 4.9482, -4.4299, 16.1214, 0.0024, 0.0018, 0.0288
O, 0.5289, -1.305, 26.2032, -0.0467, -0.0234, 0.0349
O, 0.9732, -8.6944, 20.2599, -0.0014, 0.0009, -0.0184
O, 0.5407, 5.3057, 11.1545, -0.0098, 0.0093, -0.0145
O, 0.2918, -3.0452, 15.53, 0.0067, 0.0011, 0.0379
O, 1.719, -0.7915, 15.8229, 0, -0.0013, 0.0318
O, -4.487, -2.5578, 27.883, -0.0128, -0.012, 0.0426
O, 1.9647, 4.2656, 15.7868, 0.0022, 0.0039, 0.0338
O, 3.1484, -7.2808, 20.7287, -0.0104, -0.014, -0.0371
O, -1.6192, -4.044, 18.209, 0.0004, -0.0012, 0.0107
O, -2.8536, -2.1378, 9.215, -0.0106, 0.017, -0.0571
O, 1.8881, -9.4975, 27.3174, 0.0242, -0.0017, 0.0834
O, -3.9618, -5.2587, 18.0325, 0.0008, 0.0014, 0.003
O, -2.0243, -7.073, 29.1284, 0.021, 0.0401, -0.0092
O, 5.0252, -0.5052, 12.6397, -0.0025, 0.0065, 0.0031
O, 0.6693, -5.5122, 17.7225, 0.0115, -0.0042, 0.009
O, 4.7097, -1.1712, 15.1955, -0.0035, 0.0063, 0.041
O, -3.0862, -7.3077, 20.2993, 0.0036, -0.0042, -0.0125
O, -4.0666, -9.2295, 21.7424, 0.0141, -0.0048, -0.0284
O, 5.6014, -3.2384, 21.0425, 0.0049, 0.0106, -0.0411
O, 1.1185, -1.217, 11.0641, 0.021, 0.0348, -0.0599
O, 8.1111, -2.0037, 11.961, -0.0039, -0.0018, 0.0069
O, 2.3998, -4.3321, 27.9298, 0.0174, -0.0109, 0.0386
O, 2.7227, -3.1121, 16.5761, 0.0015, -0.0013, 0.0217
O, -2.9996, -4.6451, 20.3828, 0.0013, 0.0112, -0.0232
O, 6.9839, -4.0193, 10.6728, -0.0101, -0.0102, -0.0048
O, 4.4024, -6.0072, 27.4764, -0.0078, 0.0324, -0.0133
O, 0.3562, -2.1947, 20.7274, 0.0084, 0.0099, -0.033
O, 4.5918, -4.8772, 11.1985, 0.0061, -0.0033, -0.0111
O, -4.1437, -4.6313, 23.1276, 0.0062, -0.0082, -0.004
O, 2.5324, 5.833, 12.8536, -0.0017, -0.0028, 0.0072
O, 3.0699, 2.878, 13.7575, -0.0065, 0.0038, 0.0296
O, 2.335, -1.0507, 19.5635, -0.0019, -0.0008, -0.0076
O, 2.7269, 0.4976, 9.9095, -0.019, -0.0138, 0.0086
O, 6.7761, 4.2927, 11.0583, 0.0009, -0.0018, -0.0156
O, 0.755, 3.881, 13.4238, -0.0008, -0.0036, 0.023
O, 0.0165, -4.8143, 8.6878, -0.0058, -0.0372, -0.0473
O, -1.2734, -3.6816, 10.7091, 0.0164, -0.0278, -0.017
O, 2.909, -5.2794, 25.4646, 0.0276, 0.019, 0.0595
O, 7.9065, -0.6861, 14.3959, 0.0042, -0.0005, 0.0257
O, 4.591, -5.4876, 21.9466, -0.0057, -0.0094, -0.0158
O, 3.74, -0.394, 17.5301, 0.0018, 0.0044, 0.0123
O, 4.5218, -3.2318, 23.3935, 0.0073, -0.0068, -0.0152
O, -3.8333, -7.262, 23.6261, 0.0035, 0.0032, -0.0089
O, 5.0007, -0.9815, 19.779, 0.0009, 0.0007, -0.0058
O, 1.5089, 0.5739, 24.7638, -0.003, -0.022, 0.0075
O, -0.8479, -6.0617, 19.7678, 0.0051, 0.0044, -0.0209
O, 2.6696, -1.8782, 24.783, -0.0155, 0.0115, -0.0015
O, 2.2176, -7.7505, 18.2267, -0.0018, 0.0015, 0.0063
O, 0.4143, -5.725, 24.8008, -0.0225, 0.0101, 0.0391
O, -0.8097, -5.8987, 27.1282, -0.022, -0.0127, -0.0055
O, 5.6812, -1.0237, 25.7516, -0.0106, -0.0572, 0.0804
O, 2.444, -6.4906, 23.1586, 0.0206, 0.0004, -0.0138
O, 4.8835, 3.8328, 15.4155, -0.0011, 0.0028, 0.0372
O, 3.5008, -9.6349, 19.6191, 0.0044, -0.0066, -0.0081
O, 4.8593, 1.6092, 10.9916, -0.0225, 0.0042, -0.0402
O, 7.7411, 2.8256, 8.979, 0.0023, -0.0101, -0.0079
O, 1.2588, 0.1675, 13.3346, -0.0031, -0.0046, 0.0198
O, -1.8047, 4.8017, 9.9273, 0.0071, 0.0004, -0.0282
O, 4.6852, -8.0117, 22.7966, 0.0051, 0.0028, -0.0099
O, -1.7457, 4.4663, 17.1916, 0.0005, 0.0014, 0.0133
O, -2.1127, 1.6822, 13.8696, -0.0041, -0.0022, 0.0245
O, 4.4874, -3.451, 26.4823, 0.0078, -0.0068, 0.0223
O, 7.1193, 5.0933, 15.491, 0.0008, -0.0062, 0.0295
O, 6.3339, -2.6277, 13.7664, 0.002, -0.0032, 0.0221
O, -1.5245, -9.3894, 20.9347, 0.0047, -0.0014, -0.0129
O, -5.0973, -7.9826, 28.5335, 0.0652, -0.0583, -0.0117
O, -1.0058, 0.2686, 11.8845, 0.0047, -0.0025, 0.0134

Results
free energy: -155243.729 eV
free energy less fixed offsets of O -568.88, Si -635.61 eV per atom: -1.329 eV

The program warned: the cutoff lies below the one the program advises for these potential files; the forces do not sum to zero within the program's tolerance; the exchange-correlation potential is rough where the density is thin.
